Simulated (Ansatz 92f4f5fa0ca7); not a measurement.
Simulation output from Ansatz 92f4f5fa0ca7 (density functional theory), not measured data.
Periodic cell of 256 atoms, Si144O112, from a study of silicon, its oxide and their interface. The atomic structure is a simulated model.
This geometry differs little from another in the collection (a relaxation step or a small displacement).

Settings
functional: r2SCAN
potential files: Ansatz PAW
basis: plane waves
wave-function cutoff: 800 eV
density cutoff ratio: 5
exchange-correlation grid ratio: 1
k mesh: 1 x 1 x 1, shifted by 0.5 0.5 0 of a step
self-consistency stop: 1e-10 eV per atom in the density residual
occupations: fixed
spin: none
net charge: 0

Cell vectors (angstrom)
a 10.88 0 0
b 0 10.88 0
c -2.0302 -3.4687 36.2032

Atoms: element, x, y, z (angstrom)
Si 1.6435 -1.6091 0.1757
Si 4.2905 1.0338 0.0292
Si 0.983 4.3892 0.1649
Si 3.8365 -3.7905 0.1064
Si -4.3738 -1.1851 -0.0126
Si -1.547 1.6578 0.0132
Si 7.1607 3.8853 0.1139
Si -1.2196 -4.2838 0.1584
Si 2.7775 -0.0354 1.463
Si 5.4646 2.6927 1.2604
Si 2.6848 -5.4092 1.3562
Si 5.4113 -2.6835 1.4267
Si -2.7324 0.0057 1.2346
Si -0.0469 2.7459 1.4524
Si 8.1962 5.4121 1.5296
Si 0.0078 -2.7313 1.4141
Si 1.3673 1.3652 2.719
Si 4.0874 4.0683 2.6323
Si 1.3587 -4.0866 2.7977
Si 4.1074 -1.359 2.8559
Si 6.8118 1.3489 2.6865
Si 9.5382 4.0708 2.8882
Si 6.7742 6.8095 2.7435
Si -1.38 -1.3212 2.6662
Si -0.0165 0.0103 4.0615
Si 2.738 2.7374 4.0478
Si 0.0308 5.4427 4.1743
Si 2.7152 -2.7268 4.1482
Si 5.4862 0.0238 4.1211
Si 8.1345 2.6853 4.1238
Si 5.4073 5.4282 4.0583
Si 8.1602 -2.693 4.0556
Si 1.3678 -1.3595 10.911
Si 4.079 1.3533 10.9208
Si 1.3484 4.0812 10.8361
Si 4.0591 -4.0497 10.783
Si 6.7918 -1.355 10.8245
Si -1.3475 1.3683 10.7951
Si 6.8096 4.0802 10.8813
Si -1.3599 6.7954 10.9206
Si 2.7165 -0.0064 12.2995
Si 5.4572 2.7299 12.2543
Si 2.7065 5.4885 12.1294
Si 5.3843 -2.6922 12.1405
Si -2.6879 0.0029 12.1306
Si 0.002 2.693 12.1706
Si 8.1515 5.4246 12.2685
Si 0.0081 -2.7162 12.2827
Si 1.321 1.3583 13.6191
Si 4.0495 4.1527 13.4982
Si 1.4011 -4.0829 13.6011
Si 4.0889 -1.3825 13.6305
Si -4.0122 1.3311 13.5288
Si -1.3306 4.0266 13.5662
Si 6.7135 -4.0474 13.4968
Si -1.3649 -1.3123 13.5787
Si -0.231 0.2062 15.0006
Si 2.4924 3.0104 14.7966
Si 0.2683 -5.7145 14.8397
Si 2.9529 -2.9576 14.9858
Si 5.7388 -0.2299 14.8462
Si -2.4353 2.4214 14.8807
Si 5.1567 5.7133 14.8551
Si -3.0139 -2.4702 14.7554
Si 2.6523 -5.0213 -6.3996
Si 4.0993 4.1802 21.6154
Si 0.0432 -4.9037 23.6269
Si 0.9582 -1.753 -9.8373
Si -2.4891 -4.3396 21.982
Si 3.7518 1.4849 -7.4155
Si 7.5731 2.6236 -5.8049
Si 5.3328 -1.7341 -5.1703
Si 3.8079 2.6516 -2.4569
Si -0.8514 4.0213 -4.7349
Si 1.7062 -1.0413 17.161
Si -1.7238 1.0235 -7.9711
Si 6.5047 5.1122 -6.9903
Si 5.566 -4.147 22.0304
Si 3.5218 5.1736 -11.128
Si 7.173 -2.0053 21.0367
Si 2.9771 -3.5052 -9.0104
Si -0.4751 -0.2525 24.1402
Si 4.5089 -2.5057 24.3746
Si 5.9515 2.6101 23.6577
Si 1.6266 -2.2897 22.9685
Si 7.2123 -0.7816 -9.4493
Si 7.2879 1.13 21.2015
Si 7.5349 3.6411 -10.8655
Si 1.3123 3.2829 22.5656
Si 1.0069 0.0374 -7.1733
Si 4.687 -1.2831 -8.0834
Si -1.7802 -4.3494 -7.5626
Si 5.3115 5.2201 -1.8691
Si 7.0305 4.2929 16.9927
Si -1.5746 -3.1514 19.623
Si 5.0853 -4.6029 -4.7241
Si 0.4169 4.3874 -7.43
Si -0.2244 -0.2653 -1.9571
Si -1.6571 -4.3807 16.9086
Si 0.6004 -4.3638 -4.2729
Si 5.2856 1.1612 -4.6841
Si -2.5061 -2.5062 -2.0593
Si 0.131 -1.2966 -4.6214
Si -1.8348 -2.8438 -10.3837
Si -2.5478 -2.3884 -5.1336
Si 0.8153 -1.2866 20.2085
Si 5.4717 2.708 19.2022
Si 1.3272 3.9945 -2.8303
Si -0.5871 2.8967 -9.9861
Si 5.1738 3.7634 -9.0995
Si 3.9363 1.2249 16.9352
Si -0.6066 1.155 21.3872
Si 1.3354 -1.3461 5.4428
Si 4.0894 1.3857 5.4242
Si 1.3998 4.0679 5.4744
Si 4.0794 6.7781 5.4699
Si 6.8261 -1.3559 5.4632
Si -1.3583 1.3465 5.4658
Si 6.7721 4.0802 5.4295
Si 9.5094 6.8285 5.4366
Si 2.7206 0.0213 6.7673
Si 5.4276 2.7347 6.8003
Si 2.7308 5.4313 6.8434
Si 5.4505 -2.7219 6.8043
Si -2.7053 -0.0103 6.8357
Si 0.0133 2.7139 6.8113
Si 8.1471 5.4494 6.7667
Si -0.0173 -2.708 6.8
Si 1.3814 1.3541 8.1597
Si 4.0922 4.0711 8.1858
Si 1.3359 6.8085 8.1505
Si 4.0703 -1.3393 8.1283
Si 6.788 1.3721 8.1464
Si -1.3696 4.0987 8.1277
Si 6.8127 -4.0874 8.1527
Si -1.3496 -1.372 8.186
Si 0.0311 -0.0134 9.5118
Si 2.733 2.708 9.5332
Si -0.0255 5.4494 9.5104
Si 2.6921 -2.6862 9.476
Si 5.4227 0.0188 9.5038
Si 8.1534 2.7394 9.4835
Si 5.4569 5.4409 9.5129
Si 8.1674 -2.742 9.5272
O 8.1067 -2.7324 22.1821
O 6.8136 -1.362 15.362
O -0.7641 1.125 -1.3312
O 6.8432 1.3918 -5.0674
O 6.6927 4.8138 -1.152
O 5.8551 4.9842 16.1311
O 7.8234 -1.8122 -10.5163
O 4.3312 -5.0915 21.6103
O 4.0673 -4.0802 15.4468
O 1.3814 4.0789 15.366
O 4.478 -1.6728 -6.5379
O -2.6418 2.7868 -0.471
O 5.4022 -0.0656 -0.487
O -1.788 3.8545 -10.4716
O 3.4907 1.559 -1.305
O 4.6067 -4.3699 -1.2137
O -2.5781 2.1047 -7.1415
O -2.3556 -3.2622 16.0022
O -1.3455 1.3284 15.4611
O 6.1989 -4.619 -5.9005
O 7.7143 3.085 16.1731
O 3.3024 2.4267 16.0764
O 1.4112 -5.2766 -3.1762
O 4.3466 1.5786 -5.9247
O -2.7208 -2.961 -3.606
O -1.0709 -3.5908 18.1775
O -1.4176 -1.2301 -5.1003
O 5.3349 -3.5631 23.5039
O 6.9035 3.5005 24.6198
O 6.5093 0.4067 -10.3011
O 2.161 1.1796 -7.2525
O 2.2837 -2.3245 16.3462
O 5.1794 0.5346 16.173
O 3.7032 -2.0784 -9.0584
O 6.9966 -0.4551 21.3641
O 7.9485 -2.2393 19.618
O 6.433 3.6696 -6.2694
O 7.0037 -1.9662 -1.3733
O -2.5967 -0.2755 -8.3415
O 4.5282 4.0742 -10.54
O -1.4565 -4.925 23.0338
O -0.4374 0.7321 -7.056
O -0.4252 -2.2959 20.3437
O -0.5028 -1.9443 -10.4681
O 2.0042 4.5824 -7.1509
O 3.7998 -5.3864 -5.3273
O 6.9323 -5.0505 22.0641
O 0.1783 2.543 21.6756
O -2.334 3.4061 -4.7709
O -0.1136 -5.3803 -0.3278
O 1.7982 -1.7078 21.449
O -1.459 -1.2943 -1.9503
O 1.1236 -0.9448 -5.8672
O -0.4107 -5.0737 16.1727
O 1.4192 -1.4271 18.7116
O 3.0429 -2.3485 23.7272
O 4.4462 1.8519 18.3137
O -1.908 -3.5199 -8.9243
O 0.3443 -2.7915 -3.9401
O 2.7272 -2.6967 -0.415
O 2.5617 3.1006 -3.3933
O 1.4249 -3.2331 -9.3536
O 5.6057 -5.378 -3.4245
O 0.3253 -0.1617 -3.4783
O 0.3178 0.2459 20.416
O 4.6375 3.6077 20.2268
O 5.0574 -0.397 -4.3095
O -0.1707 3.6097 -6.1452
O 5.781 -2.8652 21.0318
O 6.1695 -1.6211 -8.5642
O 5.3992 5.0853 -8.1721
O -2.064 1.4501 20.7581
O 4.8714 3.5252 22.8785
O 6.6784 3.3008 -9.5157
O 1.427 3.7288 -1.2513
O 4.4084 0.282 -8.2549
O -1.9343 -3.7548 -1.2126
O 8.1447 5.3952 17.3715
O 1.0164 -0.7894 -8.5541
O 6.3669 1.6583 20.0107
O 2.0648 4.4824 -11.1873
O 0.9628 -3.7712 22.9352
O 1.9176 2.1842 23.5975
O 2.5202 3.8557 21.6753
O 4.3185 3.9701 -1.682
O 5.2778 -1.0818 24.3425
O 1.4871 -4.2584 -5.6071
O -0.7638 -5.23 -4.5556
O -0.968 0.3217 22.7254
O -1.8662 -4.4933 20.4914
O 2.8128 0.1181 17.1994
O -1.257 1.5491 -9.4257
O -2.0182 -3.4213 -6.2633
O 4.964 2.0786 -3.4122
O 3.2301 -4.0587 -7.5327
O 0.3623 2.5309 -11.2322
O 0.9998 -0.8301 -1.09
O 7.9859 5.3566 -7.564
O 0.3952 -0.4819 16.3625
O 1.9204 -1.1535 -10.9937
O 0.6872 -1.3241 23.861
O 6.4011 3.6896 18.3347
O 6.9101 1.8481 22.6
O 6.9019 -1.7864 -5.5507
O 4.1884 2.7775 -8.2851
O 3.5697 -4.4581 -10.1378
O 5.1177 1.5468 24.5688
O -0.0276 3.4072 -3.4902
O 0.2642 3.5634 -8.7938
O 4.8299 -3.0452 -4.3642
O -0.3371 -5.0677 -7.5616
O 0.6687 4.5089 23.392

Results
free energy: -155994.880 eV
free energy less fixed offsets of O -570.45, Si -639.56 eV per atom: -7.840 eV

Forces (eV/angstrom), in the order of the atoms: element, x, y, z
Si -0.0068 0.0098 -0.0453
Si -0.0123 0.0041 -0.0505
Si 0.0049 -0.008 -0.0614
Si 0.0075 -0.0078 -0.043
Si 0.0047 -0.0084 -0.0548
Si 0.0119 -0.0025 -0.0447
Si -0.0024 0.0089 -0.0396
Si -0.0062 0.0034 -0.0539
Si -0.0006 0.001 -0.0019
Si 0.0014 0 0.0008
Si -0.0003 0.0003 0.0008
Si 0.0012 0.0008 0.0076
Si -0.0024 0.0018 0.0072
Si -0.0001 -0.0007 0.0013
Si 0.0001 0.0017 0.0053
Si 0.0012 -0.0017 0.0039
Si 0 0.0007 -0.0002
Si 0.0013 -0.0011 0.0001
Si -0.0001 0.0007 -0.0063
Si 0.0027 0.0008 0.0046
Si 0.0014 -0.0002 -0.0022
Si 0.0009 -0.001 -0.0049
Si -0.0015 0.0006 0.0029
Si -0.0023 0.0005 0.0004
Si -0.001 -0.0013 0.0025
Si 0.0007 0.0015 0.002
Si 0.0017 0.0015 0.0016
Si -0.0009 -0.0009 0.0031
Si 0.0017 0 -0.002
Si -0.0006 0.0004 -0.002
Si -0.0004 -0.001 0.0028
Si 0.0005 0.0029 0.0016
Si 0.0008 0.0018 -0.0021
Si -0.0009 -0.0005 -0.003
Si 0.0007 0.0009 -0.0036
Si -0.0012 0.0002 0.0011
Si 0.0022 0.0017 -0.0033
Si -0.0006 0.0004 0.0005
Si 0.0007 0.0007 0.0014
Si -0.0002 -0.0001 -0.0026
Si -0.0004 0.0004 0.005
Si 0.0001 0.0012 -0.0044
Si 0.001 0.0016 -0.0028
Si -0.0016 0.001 -0.0024
Si -0.0003 0.0013 -0.0045
Si 0.001 -0.001 -0.0008
Si 0.0005 -0.0004 0.0003
Si 0.0007 0.0011 0.0017
Si -0.0031 0.0002 0.0011
Si 0.0012 0.0024 0
Si -0.0008 0.0022 0.0008
Si 0.0007 -0.0013 -0.0023
Si 0.0005 0.0013 0.0015
Si 0.0017 0.0003 -0.0075
Si -0.0021 -0.0003 -0.0015
Si 0.003 0.0009 -0.0043
Si 0.0066 -0.0066 0.0473
Si 0.0098 -0.0065 0.0341
Si -0.0095 0.0075 0.0469
Si -0.0083 0.0079 0.0405
Si -0.0049 0.0095 0.0446
Si -0.0073 0.0074 0.0367
Si 0.0085 -0.0066 0.0453
Si 0.0088 -0.0113 0.0458
Si 0.0027 0.0004 -0.0653
Si -0.0138 0.0073 0.0728
Si 0.0071 -0.0039 0.0261
Si -0.0018 -0.0081 -0.0098
Si -0.0054 -0.0076 0.0583
Si -0.0033 -0.0007 -0.0533
Si -0.0036 -0.0021 -0.067
Si -0.0081 0.0052 -0.0649
Si 0.0151 0.0039 -0.1069
Si -0.0178 -0.002 -0.0878
Si 0.0025 0.0043 0.1082
Si -0.0016 -0.0103 -0.0389
Si -0.0008 -0.013 -0.0536
Si -0.0022 0.0006 0.046
Si 0.0014 -0.0026 0.0107
Si -0.0122 -0.003 0.0569
Si -0.0026 0.0058 -0.0318
Si 0.0011 0.0009 0.0293
Si -0.0009 0.0048 0.0192
Si -0.0046 -0.0001 0.0367
Si 0 -0.0072 0.0546
Si -0.0008 -0.0006 -0.0155
Si 0.0164 -0.0067 0.0634
Si 0.0018 -0.003 0.0047
Si -0.002 -0.0007 0.0425
Si -0.0021 0.0076 -0.0559
Si 0.006 -0.0018 -0.0472
Si 0.0009 -0.0068 -0.0539
Si -0.0074 -0.0117 -0.103
Si -0.0048 -0.0019 0.1065
Si -0.0202 0.0113 0.1026
Si -0.0109 0.0151 -0.0967
Si 0.0007 -0.0001 -0.0494
Si -0.0107 -0.0182 -0.0998
Si 0.0001 0.0142 0.1064
Si -0.0046 0.0101 -0.083
Si 0.0099 -0.0137 -0.0921
Si 0.016 0.0092 -0.1049
Si 0.0038 -0.0123 -0.0912
Si 0.0002 0.0075 -0.0039
Si -0.0031 0.0031 -0.0983
Si -0.0114 0.0128 0.1096
Si -0.0041 0.0007 0.1188
Si -0.0203 0.0186 -0.1014
Si -0.0086 0 -0.0122
Si 0.0049 -0.0042 -0.0264
Si -0.0035 -0.0008 0.0962
Si -0.003 0.012 0.0586
Si 0.0007 0.0007 -0.0012
Si 0.0004 0.0012 -0.0021
Si 0.0017 0.0001 0.0023
Si -0.0003 -0.0004 0.0023
Si 0.0005 0.0004 0.0007
Si -0.0013 -0.0011 0.0016
Si 0.0002 -0.0001 -0.0019
Si 0.0004 0.0003 -0.0015
Si 0.0011 0.0002 -0.0006
Si 0.001 -0.0005 -0.0004
Si -0.0002 0.0012 -0.0013
Si -0.0007 0.0006 -0.0008
Si -0.0002 0.0017 -0.0012
Si -0.0003 0.0011 -0.0007
Si 0.0007 0.0007 -0.0005
Si 0.0011 0.0006 0.0007
Si -0.0006 0.0012 0.0003
Si 0.0002 0.0001 -0.0009
Si 0.0005 0 0.0015
Si 0.0011 0.0001 0.0005
Si 0.0003 0 0.0012
Si 0.0012 -0.0001 0.0004
Si 0.0004 0.001 0.0005
Si 0.0009 -0.0004 -0.001
Si 0.0005 0.001 -0.0034
Si 0.0002 0.0002 -0.0014
Si -0.0003 0.0007 -0.0021
Si 0.0005 0.0013 0.0004
Si -0.0002 0.0004 -0.0021
Si -0.0002 0.0015 -0.0002
Si 0.0003 0.0013 -0.0034
Si -0.0001 0.0002 -0.0025
O -0.0004 0.0031 -0.0253
O -0.0017 0.0015 -0.0229
O -0.0158 0.0186 0.0493
O -0.0149 -0.007 0.0291
O 0.0196 -0.0156 0.0514
O -0.021 0.0207 -0.0462
O 0.0019 -0.0011 0.0024
O 0.001 -0.007 -0.0206
O 0.0001 0.0007 -0.0228
O 0 0.0015 -0.0179
O 0.0089 -0.0075 0.0457
O -0.0007 -0.0023 0.0225
O 0.0028 0.0009 0.0212
O 0.0035 -0.004 0.0057
O 0.0063 -0.0249 0.0641
O -0.0196 0.0236 0.0508
O -0.0091 0.0081 0.0298
O -0.0173 0.0219 -0.0527
O -0.0003 0.0017 -0.0191
O -0.0103 0.01 0.0394
O 0.0186 -0.0182 -0.0538
O -0.018 0.0224 -0.0502
O 0.0111 -0.0273 0.0451
O 0.011 -0.0037 0.047
O 0.003 -0.0018 0.0813
O 0.0016 -0.0262 -0.0785
O 0.0059 -0.0016 0.0278
O 0.0051 -0.0099 -0.0248
O -0.004 -0.006 -0.0097
O -0.0025 -0.005 -0.004
O 0.0011 -0.0041 0.0145
O 0.0155 -0.0208 -0.0536
O 0.0195 -0.0193 -0.0544
O 0.0006 0.0028 0.0129
O 0.0015 0.0008 -0.022
O 0.0153 -0.0076 -0.0433
O 0.0039 -0.0058 0.0249
O -0.0189 0.0169 0.0559
O 0.0033 0.0038 0.0094
O -0.001 0.0013 0.0054
O -0.0126 0.0054 -0.0242
O 0.0069 -0.0073 0.0197
O -0.0001 -0.0043 -0.0352
O 0.0008 -0.0048 0.0026
O 0.0025 0.0041 0.0201
O 0.0148 0.0002 0.0392
O 0.0053 0.0018 -0.0179
O -0.0067 -0.0088 -0.0208
O 0.0146 0.0058 0.0304
O -0.0031 0.0042 0.0322
O -0.007 0.0104 -0.0498
O -0.0014 0.0017 0.0344
O -0.0117 -0.0161 0.0489
O 0.0209 -0.0185 -0.0521
O 0.0189 0.0024 -0.0875
O -0.0067 -0.0002 -0.0134
O -0.0216 -0.0204 -0.0643
O 0 -0.0089 0.0194
O -0.0023 0.0038 0.0279
O 0.0013 0.0014 0.025
O 0.0058 -0.0016 0.0367
O 0.005 -0.0023 0.0081
O 0.0035 -0.0206 0.0798
O -0.0063 0.0157 0.0638
O 0.0142 -0.0207 -0.0359
O 0.0253 -0.0253 -0.063
O -0.0013 0.0067 0.0298
O -0.0103 -0.0038 0.0468
O 0.0049 0.0092 -0.0224
O -0.0097 -0.0035 0.0151
O 0.0044 0.0058 0.0213
O -0.0083 -0.0011 -0.0213
O -0.0071 0.005 -0.0278
O -0.0048 0.0009 0.0051
O -0.001 0.0001 0.0874
O 0.0008 0.0039 0.0217
O 0.0117 -0.0169 0.053
O -0.0013 -0.0031 -0.0351
O -0.0003 0.0032 0.021
O -0.0183 0.018 -0.057
O -0.0024 0.0012 -0.0062
O -0.0007 0.0068 -0.0143
O 0.003 0.007 -0.0165
O 0.0122 0.001 -0.0226
O 0.0067 0.0076 0.0343
O -0.0003 -0.0044 -0.0063
O -0.0185 0.0039 0.0447
O 0.0077 0.0015 0.0292
O -0.0018 0.0092 -0.0317
O 0.0119 0.007 -0.0511
O 0.0047 0.0036 -0.0363
O 0.0002 -0.0021 0.0126
O -0.0055 0.0194 0.046
O -0.0242 0.0231 0.0667
O -0.0036 -0.0137 0.0316
O 0.0009 0.0033 -0.0066
O 0.0254 -0.0179 0.0611
O -0.0026 0.0007 0.017
O -0.0203 0.0146 -0.0589
O -0.0005 -0.0004 -0.0068
O 0.0047 -0.0022 -0.014
O 0.0205 0.0183 -0.0713
O 0.0074 -0.0098 -0.0353
O 0.0077 -0.0033 0.0289
O -0.0054 -0.0061 0.0171
O -0.0031 0.0048 0.0075
O 0.0037 0.0035 -0.0122
O 0.0268 -0.0045 0.0507
O 0.0022 0.0065 0.0199
O -0.0006 -0.0124 0.0341
O 0.0009 -0.0042 0.0168
O 0.0021 0 -0.0148

The program warned: the cutoff lies below the one the program advises for these potential files; the forces do not sum to zero within the program's tolerance; empty levels may hold ghost states of the PAW files; the exchange-correlation potential is rough where the density is thin.
